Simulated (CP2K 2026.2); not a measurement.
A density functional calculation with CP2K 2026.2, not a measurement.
Periodic cell of 432 atoms, Si324O108, from a study of silicon, its oxide and their interface. The atomic structure is a simulated model.
Doubt: the forces sum to 1.75 eV/angstrom along one axis rather than to zero, so they err by at least 0.0040 eV/angstrom per atom on average; the grid cutoff is modest.

Settings
functional: PBE
method: Gaussian and plane waves
basis set: DZVP-MOLOPT-SR-GTH
pseudopotentials: GTH-PBE
grid cutoff: 350 Ry, relative cutoff 50 Ry
k points: Gamma only
occupations: fixed
spin: none
net charge: 0

Cell vectors (angstrom)
a 16.32 0 0
b 0 16.32 0
c 1.9878 -2.9694 29.3982

Atoms and the computed forces on them: element, x, y, z (angstrom), force x, y, z (eV/angstrom)
Si 3.074 12.475 29.273 0.032 -0.211 0.725
Si 4.322 1.059 0.022 -0.133 0.263 0.748
Si 1.295 4.172 0.158 0.225 -0.008 0.652
Si 3.959 7.258 0.079 0.119 -0.301 0.733
Si 1.47 9.186 0.045 -0.092 0.296 0.702
Si 6.343 8.952 29.35 -0.194 0.138 0.763
Si 6.66 15.263 0.043 0.083 -0.297 0.722
Si 9.147 1.45 0.116 0.278 -0.117 0.731
Si 7.024 3.77 0.153 -0.105 0.217 0.74
Si 9.906 6.73 0.078 -0.586 0.254 0.548
Si 6.569 9.727 0.217 0.182 0.069 0.756
Si 12.29 8.844 29.312 -0.375 0.123 0.731
Si 12.547 14.58 0.119 -0.106 0.271 0.786
Si 15.162 1.353 0.032 -0.127 0 0.624
Si 11.799 4.136 0.078 0.613 -0.177 0.625
Si 16.433 4.276 29.273 0.165 -0.244 0.729
Si 12.336 9.501 0.404 0.014 -0.068 0.57
Si 14.744 12.377 0.21 0.298 -0.017 0.769
Si 2.695 0.024 1.346 0.022 -0.018 -0.023
Si 5.434 2.643 1.407 -0.031 -0.013 -0.025
Si 2.886 5.461 1.28 -0.04 0.059 -0.049
Si 5.367 8.3 1.615 0.06 0.017 -0.028
Si 2.683 10.855 1.264 -0.005 0.024 -0.09
Si 5.489 13.566 1.212 -0.004 0.04 -0.042
Si 8.097 -0.03 1.556 -0.034 -0.031 -0.027
Si 10.775 2.571 1.408 -0.044 -0.024 -0.039
Si 8.135 5.544 1.246 0.054 0.025 -0.03
Si 10.902 8.161 1.609 0.024 0.007 -0.044
Si 8.351 10.928 1.15 0.008 0.005 -0.019
Si 11.021 13.453 1.48 -0.012 0.044 -0.047
Si 13.618 0.033 1.255 -0.017 -0.001 -0.071
Si 16.306 2.787 1.494 -0.006 -0.021 -0.06
Si 13.517 5.434 1.176 -0.004 -0.053 -0.09
Si 16.194 8.086 1.325 0 -0.094 -0.029
Si 13.678 10.899 1.654 0.037 0.024 -0.033
Si 16.38 13.706 1.216 0.021 0.008 -0.061
Si 1.403 1.405 2.757 0.017 0.004 0.032
Si 4.13 4.087 2.718 -0.019 -0.016 -0.001
Si 1.337 6.734 2.635 0.04 0.024 0.043
Si 3.957 9.622 2.847 -0.044 0.036 0.026
Si 1.379 12.291 2.609 -0.025 -0.011 -0.023
Si 4.07 14.894 2.634 0.02 0.017 -0.003
Si 6.749 1.343 2.862 0.019 0.011 0.029
Si 9.458 4.099 2.688 -0.034 0.039 0.022
Si 6.787 6.807 2.725 0.009 -0.004 0.005
Si 9.469 9.567 2.758 0.001 0.036 0.017
Si 6.921 12.264 2.589 -0.02 -0.041 -0.021
Si 9.563 14.875 2.72 -0.003 -0.027 -0.016
Si 12.233 1.292 2.699 0.027 0.008 -0.014
Si 14.869 4.155 2.688 -0.035 0.027 0.033
Si 12.277 6.706 2.783 0.04 -0.04 0.023
Si 15.055 9.476 2.837 0.018 -0.012 0.03
Si 12.286 12.212 2.968 0.016 0.005 0.029
Si 14.994 15.004 2.658 -0.012 -0.031 0.039
Si 16.338 0.019 4.067 -0.009 -0.009 -0.028
Si 2.751 2.757 4.098 -0.008 -0.008 0.015
Si 16.303 5.431 4.063 0.033 -0.012 -0.015
Si 2.628 8.146 4.082 -0.006 -0.035 -0.023
Si 16.397 10.92 4.079 -0.004 0.041 -0.002
Si 2.732 13.581 4.043 0.022 0 -0.015
Si 5.374 -0.063 4.096 -0.018 0.006 -0.01
Si 8.141 2.751 4.117 -0.024 0.026 -0.027
Si 5.463 5.434 4.095 0.001 0.002 0.018
Si 8.131 8.172 4.096 0.003 0 -0.018
Si 5.484 10.953 4.036 0.023 0.002 -0.039
Si 8.176 13.575 4.086 -0.004 -0.019 -0.002
Si 10.9 -0.052 4.079 -0.012 -0.017 0.002
Si 13.557 2.723 4.04 0.012 0.034 -0.01
Si 10.859 5.386 4.1 -0.002 -0.001 -0.019
Si 13.629 8.113 4.125 -0.013 -0.034 -0.034
Si 10.852 10.842 4.186 -0.022 0.003 -0.009
Si 13.679 13.661 4.137 0.026 -0.006 -0.01
Si 1.346 -1.352 16.322 0 0.018 0.019
Si 4.081 1.324 16.339 0.033 0.013 0.019
Si 1.357 4.1 16.319 -0.013 -0.003 0.007
Si 4.079 6.8 16.342 0.014 0 0.003
Si 1.339 9.5 16.275 0.002 -0.007 0.025
Si 4.109 12.284 16.269 -0.008 -0.01 0.023
Si 6.844 -1.275 16.278 0.014 0.007 -0.01
Si 9.533 1.368 16.352 -0.001 -0.017 -0.009
Si 6.824 4.05 16.283 0.026 -0.022 0.01
Si 9.456 6.801 16.32 -0.034 0.009 0.061
Si 6.779 9.473 16.337 -0.016 0.022 0.019
Si 9.528 12.174 16.27 0.003 -0.005 0.026
Si 12.318 -1.375 16.259 0.026 0.008 0.008
Si 14.956 1.359 16.367 -0.021 0.008 0.053
Si 12.189 4.023 16.345 -0.032 -0.003 0.005
Si 14.955 6.784 16.302 0.015 0.013 0.027
Si 12.243 9.608 16.234 -0.014 0.001 -0.001
Si 14.973 12.269 16.339 0.002 -0.005 0.011
Si 2.68 -0.009 17.71 0.009 0.02 -0.016
Si 5.526 2.652 17.645 0.032 -0.019 0.011
Si 2.702 5.456 17.691 -0.031 0.01 0.008
Si 5.446 8.107 17.753 0.017 0.007 0.007
Si 2.763 10.856 17.554 -0.009 -0.024 -0.043
Si 5.465 13.719 17.582 -0.032 -0.016 -0.038
Si 8.175 0.043 17.733 -0.041 0.014 0.018
Si 10.866 2.666 17.792 0.033 0.014 0.036
Si 8.108 5.396 17.71 -0.022 -0.005 -0.021
Si 10.806 8.313 17.521 -0.04 0.046 -0.059
Si 8.145 10.839 17.671 0.048 0.006 -0.06
Si 10.978 13.522 17.52 0.021 -0.04 -0.044
Si 13.628 -0.064 17.728 0.01 -0.035 -0.01
Si 16.317 2.768 17.701 -0.019 0.001 -0.014
Si 13.58 5.392 17.622 0.03 0.039 -0.034
Si 16.26 8.196 17.675 0.017 0.012 -0.054
Si 13.593 10.908 17.674 0.003 -0.005 -0.009
Si 16.333 13.627 17.722 -0.016 0 0.016
Si 1.327 1.39 19.073 -0.012 -0.005 0.039
Si 4.094 3.996 18.892 -0.012 -0.016 0.017
Si 1.306 6.826 19.03 -0.003 -0.015 0.084
Si 4.074 9.546 19.009 -0.002 0.014 0.083
Si 1.441 12.207 18.915 -0.001 0.021 0.024
Si 4.123 -1.321 19.032 0.01 0.01 0.045
Si 6.858 1.403 19.209 0 0.003 0.044
Si 9.505 4.088 19.119 -0.002 -0.032 0.024
Si 6.691 6.651 19.168 -0.059 -0.035 0.073
Si 9.478 9.479 19.092 -0.021 -0.019 0.08
Si 6.802 12.341 18.887 0.044 -0.003 0.042
Si 9.637 -1.444 18.803 0.016 0.049 0.002
Si 12.227 1.227 19.132 -0.02 -0.02 0.043
Si 14.886 4.044 19.087 -0.023 -0.03 0.043
Si 12.223 6.964 18.701 0.011 -0.032 0.005
Si 14.903 9.588 19.087 0.018 0.003 0.049
Si 12.259 12.254 19.044 0.018 0.005 0.091
Si 15.014 -1.365 19.188 -0.016 0.031 0.05
Si 16.177 0.267 20.506 0.047 -0.28 -0.7
Si 2.952 2.536 20.291 -0.155 0.062 -0.716
Si 15.931 5.764 20.286 0.235 -0.207 -0.765
Si 2.394 8.489 20.282 0.163 -0.137 -0.796
Si 16.557 10.761 20.291 -0.213 0.134 -0.788
Si 3.039 13.303 20.219 -0.036 0.1 -0.757
Si 5.162 0.288 20.427 0.2 -0.108 -0.757
Si 7.91 3.083 20.586 0.153 -0.211 -0.759
Si 5.398 5.026 20.506 -0.004 0.343 -0.715
Si 8.433 7.707 20.326 -0.057 0.218 -0.746
Si 5.301 11.176 20.19 -0.009 -0.143 -0.656
Si 8.464 13.406 20.136 -0.205 0.058 -0.71
Si 11.077 -0.466 20.354 -0.027 0.257 -0.756
Si 13.826 2.358 20.412 -0.04 0.122 -0.765
Si 10.841 5.769 20.061 -0.148 -0.144 -0.577
Si 13.635 7.973 20.261 -0.113 0.369 -0.616
Si 10.629 11.143 20.32 0.146 -0.246 -0.713
Si 13.415 13.767 20.47 0.249 -0.189 -0.761
Si 18.09 2.706 27.378 -0.097 0.013 0.067
Si 4.038 3.879 25.416 -0.158 -0.008 0.056
Si 8.233 4.763 27.461 -0.153 -0.039 0.22
Si 10.708 10.333 23.24 0.083 0.05 -0.03
Si 16.646 -0.067 26.761 -0.042 0.02 0.064
Si 4.685 9.266 26.774 0.036 -0.041 -0.009
Si 15.381 12.601 22.613 -0.048 0.003 -0.22
Si 16.744 5.889 23.243 0.049 0.003 0.018
Si 9.034 -1.116 22.449 -0.007 -0.016 -0.225
Si 9.476 3.279 23.235 -0.078 -0.062 0.069
Si 4.157 12.152 26.283 -0.155 0.001 0.029
Si 12.266 4.262 22.231 0.009 -0.014 -0.079
Si 3.424 8.517 23.1 0.006 0.008 -0.098
Si 6.124 1.633 25.531 -0.046 -0.108 -0.04
Si 9.53 13.021 24.504 -0.007 -0.081 -0.15
Si 5.885 10.4 22.943 0.264 -0.102 -0.008
Si 6.354 13.028 24.526 0.072 0.004 0.02
Si 8.128 8.488 23.214 -0.044 -0.036 0.079
Si 4.986 6.674 25.013 0.159 0.086 0.122
Si 13.113 8.562 23.269 -0.098 -0.141 -0.129
Si 2.019 7.927 27.409 -0.012 -0.06 0.033
Si 13.993 5.725 24.44 0.025 0.102 -0.089
Si 13.892 1.162 26.468 -0.061 0.074 -0.074
Si 3.12 4.47 22.602 -0.008 0.14 -0.322
Si 6.352 -0.379 23.284 0.071 -0.006 -0.074
Si 12.869 3.984 26.581 0.031 -0.15 0.189
Si 4.667 -0.426 27.27 -0.067 -0.146 0.047
Si 17.276 8.514 24.625 -0.114 -0.081 0.022
Si 12.944 10.911 27.111 0.087 -0.072 0.213
Si 14.897 10.445 24.635 -0.049 0.005 0.008
Si 10.682 12.841 27.23 0.005 -0.003 0.323
Si 11.222 1.884 25.34 0.198 -0.006 -0.138
Si 8.818 1.94 26.844 -0.086 -0.038 0.098
Si 2.533 -1.762 25.353 -0.025 -0.057 0.071
Si 17.657 -1.594 22.521 -0.067 0.092 -0.058
Si 7.854 5.773 24.572 0.095 -0.128 -0.111
Si 1.372 14.955 5.411 0.006 -0.011 -0.011
Si 4.066 1.348 5.452 0.011 -0.003 -0.011
Si 1.347 4.083 5.433 -0.009 0.009 0.015
Si 4.053 6.802 5.412 -0.011 -0.01 -0.01
Si 1.363 9.535 5.477 0.004 -0.004 -0.009
Si 4.116 12.271 5.428 0.009 -0.003 -0.008
Si 6.794 14.939 5.432 0.001 -0.01 -0.002
Si 9.528 1.349 5.417 0.013 -0.011 -0.02
Si 6.793 4.086 5.485 0.017 0.027 0.019
Si 9.521 6.803 5.433 -0.004 -0.019 -0.013
Si 6.769 9.539 5.433 -0.005 -0.007 -0.014
Si 9.503 12.232 5.495 -0.007 0.001 -0.001
Si 12.268 14.972 5.479 -0.008 -0.001 -0.001
Si 14.957 1.383 5.408 -0.01 0.01 -0.027
Si 12.217 4.04 5.455 0.001 0.008 0.004
Si 14.989 6.784 5.477 0.002 0.011 -0.012
Si 12.249 9.47 5.477 -0.012 0.009 0.015
Si 15.013 12.249 5.452 0 0.003 0.012
Si 2.704 -0.004 6.801 -0.003 0.018 0.008
Si 5.433 2.704 6.813 0.005 -0.012 0.002
Si 2.709 5.444 6.792 -0.01 0.005 -0.009
Si 5.414 8.164 6.783 -0.001 0.019 -0.006
Si 2.763 10.886 6.793 0.025 -0.031 -0.008
Si 5.447 13.609 6.819 -0.005 0.006 0.006
Si 8.16 -0.007 6.779 -0.026 0.011 -0.01
Si 10.871 2.69 6.814 0.017 0.011 0.003
Si 8.162 5.454 6.812 -0.005 -0.002 0.004
Si 10.879 8.131 6.827 0.02 -0.002 -0.006
Si 8.137 10.866 6.824 0.005 0.019 -0.002
Si 10.89 13.601 6.817 0.001 -0.011 0
Si 13.617 0.032 6.809 -0.015 -0.008 -0.007
Si 16.314 2.722 6.792 0.017 -0.004 0.006
Si 13.6 5.413 6.798 -0.002 -0.012 -0.007
Si 16.316 8.174 6.829 -0.012 0.019 0.002
Si 13.617 10.878 6.791 -0.002 0 -0.016
Si 16.358 13.606 6.809 0.001 -0.012 0.002
Si 1.349 1.359 8.156 -0.014 -0.022 -0.002
Si 4.067 4.077 8.153 -0.013 -0.002 0
Si 1.36 6.803 8.168 0.021 0.017 0.003
Si 4.084 9.518 8.169 -0.001 0.005 0.005
Si 1.395 12.241 8.158 -0.004 0.021 -0.005
Si 4.082 14.972 8.164 0.018 -0.002 -0.003
Si 6.806 1.348 8.159 0.007 0.012 -0.002
Si 9.516 4.071 8.159 0.007 0.007 -0.008
Si 6.789 6.814 8.15 0.002 -0.006 -0.006
Si 9.516 9.51 8.167 -0.012 -0.006 0.002
Si 6.792 12.237 8.178 -0.013 -0.017 0.007
Si 9.52 14.965 8.157 0.016 0.008 -0.006
Si 12.247 1.365 8.177 -0.007 0.005 0.007
Si 14.961 4.073 8.165 -0.007 -0.005 0.004
Si 12.245 6.771 8.17 -0.008 0.006 -0.001
Si 14.955 9.525 8.179 -0.001 -0.013 0.001
Si 12.253 12.232 8.159 -0.005 -0.01 -0.005
Si 14.977 14.97 8.15 0.011 -0.004 -0.002
Si 16.32 0.005 9.525 0.006 0.006 0.009
Si 2.711 2.718 9.516 -0.007 0.001 0.002
Si 16.316 5.44 9.525 -0.004 -0.003 -0.008
Si 2.718 8.16 9.524 0.003 -0.003 -0.002
Si 16.338 10.886 9.512 -0.003 -0.008 -0.005
Si 2.737 13.605 9.524 0.011 -0.002 0.002
Si 5.444 0.001 9.527 -0.012 0 0.005
Si 8.158 2.713 9.519 -0.003 -0.002 0.003
Si 5.435 5.442 9.504 0.008 0.014 -0.003
Si 8.15 8.158 9.524 0.002 0.004 0
Si 5.437 10.875 9.532 0.001 -0.011 0.005
Si 8.163 13.601 9.519 -0.01 -0.005 -0.001
Si 10.88 0.004 9.518 0.014 -0.001 0.002
Si 13.607 2.723 9.533 0.002 0.011 0.007
Si 10.879 5.42 9.525 0.012 -0.015 0
Si 13.597 8.147 9.526 -0.012 0.015 -0.001
Si 10.885 10.873 9.516 0.001 0.003 -0.006
Si 13.614 13.604 9.504 -0.013 -0.002 -0.007
Si 1.374 14.97 10.872 -0.009 -0.015 -0.008
Si 4.08 1.368 10.878 0.006 0.01 0.005
Si 1.351 4.073 10.881 0.011 0.001 -0.001
Si 4.078 6.794 10.874 -0.009 0.005 -0.008
Si 1.361 9.522 10.881 0 0 0.005
Si 4.083 12.238 10.888 0.008 -0.007 0.004
Si 6.803 14.955 10.885 0.014 -0.002 0.001
Si 9.522 1.359 10.883 0.01 0.008 -0.001
Si 6.794 4.081 10.865 -0.014 0.003 -0.007
Si 9.51 6.784 10.871 0.006 -0.003 -0.006
Si 6.796 9.518 10.887 -0.005 0.014 0.005
Si 9.528 12.241 10.873 0.009 0.001 0.002
Si 12.252 14.967 10.859 -0.025 -0.001 -0.004
Si 14.965 1.362 10.89 -0.011 -0.008 0.005
Si 12.245 4.077 10.891 0.003 -0.002 -0.003
Si 14.957 6.795 10.894 -0.002 0.008 0.008
Si 12.234 9.505 10.879 0.006 -0.014 0.005
Si 14.974 12.246 10.865 0.011 0.009 0
Si 2.72 0.013 12.241 0.009 -0.007 -0.006
Si 5.44 2.731 12.234 0.003 0.011 0.004
Si 2.722 5.427 12.23 0.002 0.008 -0.004
Si 5.427 8.156 12.236 0.011 -0.008 -0.002
Si 2.719 10.88 12.244 -0.002 0.005 0.004
Si 5.447 13.592 12.245 -0.015 -0.019 0.002
Si 8.164 -0.003 12.244 -0.011 -0.008 0.003
Si 10.887 2.715 12.241 0.013 0.013 0
Si 8.149 5.431 12.233 0.011 0.003 -0.005
Si 10.873 8.134 12.232 -0.022 -0.005 -0.005
Si 8.165 10.881 12.231 0.006 0.004 0.004
Si 10.889 13.619 12.214 0.029 0.007 -0.013
Si 13.601 -0.001 12.236 0.003 -0.005 0
Si 16.317 2.721 12.258 -0.001 0 0.001
Si 13.595 5.434 12.261 -0.019 -0.007 0.003
Si 16.322 8.164 12.242 0.007 0.009 0.005
Si 13.61 10.875 12.213 -0.017 -0.002 -0.005
Si 16.336 13.608 12.221 0.006 0.011 -0.005
Si 1.367 1.37 13.619 0.004 0.003 0.001
Si 4.074 4.075 13.606 0.007 -0.01 -0.005
Si 1.37 6.791 13.58 0.008 -0.013 -0.002
Si 4.079 9.521 13.604 -0.014 0.003 0.009
Si 1.355 12.246 13.591 -0.006 0.003 0
Si 4.08 -1.358 13.584 0.004 0.004 -0.002
Si 6.806 1.374 13.586 -0.003 0.003 -0.011
Si 9.527 4.082 13.586 -0.007 -0.007 0.001
Si 6.773 6.783 13.586 -0.01 0.004 0
Si 9.506 9.492 13.574 0.017 0.002 0.004
Si 6.818 12.24 13.605 -0.001 -0.005 0.011
Si 9.539 -1.357 13.601 0.018 -0.015 0.003
Si 12.239 1.35 13.602 -0.01 -0.001 -0.001
Si 14.946 4.068 13.625 0.002 0.015 0.005
Si 12.221 6.786 13.62 0.002 0.009 0.005
Si 14.955 9.524 13.597 0.006 -0.003 0.008
Si 12.262 12.264 13.545 -0.02 0.007 -0.008
Si 14.993 -1.344 13.578 -0.009 -0.016 -0.01
Si 16.316 0.02 14.974 -0.018 -0.015 0.004
Si 2.732 2.719 14.988 0.006 0.011 0.013
Si 16.326 5.447 14.943 0.009 0.009 0
Si 2.722 8.142 14.95 -0.009 -0.006 0.006
Si 16.312 10.896 14.956 -0.01 0.002 0.005
Si 2.707 13.617 14.943 0.007 -0.001 0.005
Si 5.435 0.017 14.927 0.002 0.006 0
Si 8.195 2.711 14.942 -0.013 -0.009 0.003
Si 5.43 5.426 14.971 0.002 0.022 0.013
Si 8.122 8.141 14.937 0.027 0.019 0.004
Si 5.457 10.873 14.96 0.003 -0.003 -0.001
Si 8.182 13.608 14.964 0.005 -0.003 0.009
Si 10.894 -0.002 14.979 -0.008 0.005 0.015
Si 13.581 2.694 14.986 0.019 -0.004 0.012
Si 10.851 5.426 14.991 -0.018 -0.022 0.006
Si 13.59 8.159 14.954 -0.003 0.003 0.005
Si 10.882 10.9 14.855 0.021 -0.006 -0.017
Si 13.651 13.594 14.909 0.001 -0.008 -0.006
O 17.504 1.309 26.814 0.216 -0.032 -0.412
O 14.044 13.141 21.852 -0.136 0.002 0.454
O 15.001 1.335 20.967 0.117 0.187 0.535
O 4.441 10.592 25.86 0.138 -0.147 -0.429
O 16.324 5.331 21.793 0.192 -0.307 0.194
O 10.193 2.057 24.071 0.058 -0.247 0.007
O 12.087 5.34 21.047 0.403 0.311 0.018
O 6.654 4.072 20.999 0.09 0.148 0.212
O 9.696 6.73 20.761 0.107 0.121 0.229
O 5.739 9.58 27.965 -0.052 0.454 -0.242
O 10.741 4.087 22.679 -0.237 0.239 0.193
O 13.729 0.541 27.962 -0.222 -0.479 -0.053
O 7.689 8.047 21.729 -0.66 -0.088 -0.037
O 5.621 -1.495 28.003 0.234 -0.021 -0.32
O 13.315 7.582 29.006 0.036 -0.013 -0.52
O 17.611 9.603 20.751 0.125 0.041 0.283
O 9.822 -2.106 23.45 0.642 -0.061 -0.141
O 12.253 -1.477 20.902 0.04 0.018 0.424
O 11.26 10.724 21.765 0.328 -0.045 0.122
O 4.662 5.192 29.011 0.011 -0.055 -0.527
O 16.078 11.508 21.651 0.119 -0.253 0.097
O 10.001 13.543 25.955 -0.118 0.336 0.149
O 6.278 6.027 24.266 -0.12 0.009 -0.527
O 6.279 10.608 21.38 0.67 -0.34 0.046
O 4.163 12.229 20.765 -0.016 -0.003 0.301
O 13.528 7.251 24.133 0.04 0.1 0.326
O 2.647 6.594 28.067 0.094 -0.306 -0.194
O 18.249 -2.719 28.861 0.113 -0.122 -0.426
O 2.309 -1.35 23.796 0.233 0.176 -0.15
O 10.119 -0.312 29.089 0.153 0.209 -0.558
O 2.96 7.9 21.684 0.192 -0.402 0.19
O 13.761 11.898 28.113 0.021 0.439 -0.368
O 8.101 -2.027 21.46 -0.657 0.241 0.365
O 10.104 -0.188 21.65 0.094 0.459 0.325
O 9.463 12.233 20.688 -0.04 -0.086 0.185
O 5.666 -0.351 21.829 -0.192 -0.155 0.058
O 6.036 -1.815 23.956 -0.266 -0.105 -0.102
O 16.722 7.498 23.486 -0.268 0.134 -0.203
O 17.733 7.661 25.936 -0.057 -0.419 0.024
O 7.938 12.764 24.63 0.036 -0.301 0.196
O 4.334 5.224 21.766 0.012 0.22 0.318
O 5.772 11.872 23.566 -0.428 0.261 -0.006
O 8.612 2.648 22.007 0.151 -0.576 0.196
O 12.747 2.397 29.373 -0.023 -0.136 0.093
O 16.946 3.789 27.783 -0.376 0.303 -0.601
O 3.763 3.672 23.841 0.029 -0.415 -0.07
O 8.531 7.174 24.08 0.226 0.007 0.313
O 12.276 9.637 27.881 -0.355 -0.104 -0.472
O 12.605 0.973 25.443 -0.056 -0.279 -0.242
O 9.578 12.016 28.115 -0.13 -0.292 -0.377
O 5.612 0.752 26.766 0.389 0.318 0.412
O 13.894 10.444 25.898 0.144 -0.051 -0.116
O 13.996 2.79 26.68 0.434 0.279 0.19
O 3.223 8.997 27.405 -0.127 0.32 0.333
O 9.067 5.718 28.462 0.548 -0.208 -0.155
O 2.927 12.97 25.542 -0.412 -0.26 0.03
O 4.447 9.715 22.875 -0.37 0.187 -0.134
O 7.963 -0.183 23.208 0.082 0.38 0.196
O 12.12 4.387 27.97 -0.247 0.562 -0.157
O 12.891 8.254 21.692 -0.547 0.111 0.192
O 17.033 -0.256 21.817 0.11 0.384 0.155
O 11.714 3.405 25.602 -0.36 0.386 -0.331
O 5.786 0.862 24.153 -0.201 0.346 -0.036
O 8.525 4.416 23.955 -0.284 -0.107 -0.076
O 15.315 5.471 28.979 -0.112 0.21 -0.259
O 2.267 13.944 21.479 0.129 0.068 0.171
O 15.587 5.408 24.29 0.11 -0.341 0.35
O 14.806 6.899 20.587 0.178 0.095 0.108
O 12.981 2.917 21.693 -0.17 -0.337 0.546
O 3.776 -0.979 26.045 0.315 0.074 -0.247
O 16.388 13.819 22.916 -0.114 0.2 0.517
O 10.329 11.674 24.065 0.012 0.053 0.398
O 9.151 3.504 27.083 0.486 0.013 0.049
O 7.475 7.82 28.96 0.099 -0.072 -0.318
O 2.429 3.408 21.578 -0.609 0.105 0.13
O 11.442 -2.37 28.147 0.291 0.113 -0.219
O 7.934 5.66 26.172 -0.074 0.458 0.119
O 14.328 9.607 23.381 0.325 0.283 -0.598
O 9.382 9.459 23.09 -0.044 0.228 0.136
O 4.04 7.253 23.861 -0.071 -0.266 -0.266
O 3.831 12.108 27.874 0.277 -0.121 -0.168
O 1.961 5.368 23.33 0.142 0.204 0.535
O 6.895 9.409 23.75 -0.29 0.062 0.717
O 6.876 4.153 28.131 -0.09 -0.395 -0.463
O 17.457 -1.256 26.017 -0.128 -0.365 -0.008
O 2.253 9.201 23.97 0.04 0.689 0.144
O 5.41 3.065 25.665 0.213 0.339 0
O 17.16 8.518 28.32 -0.44 -0.058 -0.1
O 7.722 1.811 25.67 0.114 0.144 -0.549
O 8.245 1.27 28.187 -0.456 -0.119 -0.174
O 3.666 0.137 28.388 -0.199 -0.323 0.052
O 2.479 2.412 28.805 -0.229 0.548 0.404
O 16.265 9.692 25.065 0.083 0.306 0.435
O 4.033 1.416 20.822 0.055 -0.16 0.373
O 7.487 13.357 28.991 -0.096 0.134 -0.379
O 4.256 5.445 25.776 -0.137 0.205 0.563
O 5.24 7.937 26.013 0.383 -0.185 0.08
O 11.723 11.801 26.583 -0.03 -0.124 -0.602
O 15.087 11.946 24.064 -0.21 0.25 0.576
O 13.211 4.801 23.387 0.211 -0.358 -0.042
O 15.648 10.497 29.066 0.079 -0.036 -0.292
O 15.258 0.386 25.999 0.028 -0.225 -0.63
O 2.82 3.298 26.311 -0.182 -0.013 -0.334
O 5.559 12.895 25.935 0.341 0.31 0.435
O 11.816 9.333 23.885 -0.102 -0.24 0.498
O 10.246 1.273 26.481 0.14 -0.574 0.194
O 16.438 -0.694 28.261 -0.287 0.007 -0.025
O 13.534 5.304 25.935 0.209 0.319 0.364

Results
total energy: -82017.279 eV
total energy less fixed offsets of O -438.35, Si -107.03 eV per atom: 2.241 eV
